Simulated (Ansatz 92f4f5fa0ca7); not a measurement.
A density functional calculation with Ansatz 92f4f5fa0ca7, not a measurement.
Periodic cell of 276 atoms, Si168O108, from a study of silicon, its oxide and their interface. The atomic structure is a simulated model.
Doubt: the cutoff is far below the 930 eV that the study's wrapper takes by default for these files, so forces and energies are approximate.
This geometry differs little from another in the collection (a relaxation step or a small displacement).

Settings: functional PBE; potential files Ansatz PAW; basis plane waves; wave-function cutoff 580 eV; density cutoff ratio 5; exchange-correlation grid ratio 1; k mesh 1 x 1 x 1, Gamma-centred; self-consistency stop 5e-08 eV per atom in the density residual; occupations fixed; spin none; net charge 0.

Cell vectors (angstrom)
a 11.6015 0 0
b 0 13.3963 0
c 0 0 31.3025

Atoms and the computed forces on them: element, x, y, z (angstrom), force x, y, z (eV/angstrom)
Si -0.2298 -0.0021 24.5054 0.0022 -0.0041 -0.0165
Si 3.5563 0.1893 24.618 -0.0002 0.0043 -0.0052
Si 7.4325 0.1136 24.5187 0.0007 -0.0015 -0.0081
Si 1.7971 3.2983 24.707 -0.0008 0.0036 -0.0124
Si 5.6447 3.3592 24.6964 0.0044 -0.0118 0.0075
Si 9.5475 3.4519 24.4467 -0.0047 0.0113 -0.0201
Si -0.1015 6.7641 24.4944 0.0016 -0.0031 -0.0196
Si 3.7118 6.8592 24.6269 -0.0006 0.0082 -0.0107
Si 7.5347 6.805 24.63 0.0031 0.005 -0.009
Si 1.8364 10.0966 24.6062 -0.004 0.0013 -0.0016
Si 5.6556 10.0991 24.5976 -0.002 -0.0043 -0.0149
Si 9.4677 10.127 24.6946 -0.0011 -0.0013 0.009
Si -0.1933 2.2439 25.3374 -0.0026 -0.0042 0.0014
Si 3.7401 2.3071 25.5975 -0.0126 0.0005 -0.0007
Si 7.6433 2.3147 25.3454 -0.0039 -0.0008 0.0029
Si 1.8085 5.6093 25.299 0.0016 -0.003 0.0083
Si 5.6305 5.6368 25.3501 0.0042 0.0023 0.0044
Si 9.537 5.6701 25.2762 0.0019 0.0006 0.0094
Si -0.1274 8.9901 25.3145 0.0013 -0.0005 0.0057
Si 3.7449 9.0288 25.4925 -0.0036 -0.0055 0.0038
Si 7.572 8.9985 25.4827 -0.0087 0.0021 0.0085
Si 1.7189 12.3305 25.3744 0.0052 0.0028 0.0042
Si 5.5391 12.3664 25.2935 0.0037 0.0008 0.0065
Si 9.4179 12.3827 25.3398 -0.0004 0.0005 0.0045
Si -0.1031 2.2379 27.7216 0.0012 0.0015 0.0051
Si 3.7983 2.2528 27.9029 -0.0001 0.0004 0.0017
Si 7.6828 2.2654 27.7265 -0.0021 0.0006 -0.0024
Si 1.8639 5.5876 27.696 -0.0002 -0.0005 -0.0024
Si 5.7254 5.5984 27.7288 0.0006 -0.0012 -0.006
Si 9.6068 5.6083 27.6841 0.0002 0.0008 -0.0051
Si -0.0632 8.9449 27.7062 -0.0023 0.0028 -0.0105
Si 3.8033 8.9622 27.8256 -0.0023 0.0006 0.0017
Si 7.6609 8.9565 27.818 -0.0027 0.0019 0.0025
Si 1.83 12.292 27.7489 -0.0014 0.0023 -0.002
Si 5.6834 12.3081 27.6952 -0.0024 0.0007 -0.0029
Si 9.5588 12.3265 27.7268 -0.0006 -0.0006 -0.0038
Si 1.8375 1.1232 28.5488 0.0004 -0.0021 0.0011
Si 5.7643 1.1251 28.5446 0.0033 0.0007 0.0025
Si 9.5923 1.1417 28.5527 -0.0001 -0.0023 0.0007
Si -0.0625 4.4758 28.5124 -0.0004 -0.0026 0.0037
Si 3.8041 4.5101 28.5583 0.0009 0.0004 -0.0003
Si 7.6814 4.4971 28.5201 0.0015 -0.0009 0.002
Si 1.8647 7.8121 28.531 0 0.0011 0.0008
Si 5.7414 7.8185 28.5591 0.0008 -0.0008 0.003
Si 9.6229 7.8267 28.5303 0.0023 0.0008 0.0011
Si -0.0963 11.1733 28.5226 -0.001 -0.0022 0.0027
Si 3.7854 11.1987 28.5537 0.0018 -0.0007 0.0029
Si 7.6372 11.2046 28.532 0.004 -0.0001 0.0012
Si 1.9336 1.1164 30.9075 -0.2187 -0.0274 0.1552
Si 5.8008 1.1164 30.9075 0.0402 -0.0577 0.025
Si 9.6679 1.1164 30.9075 -0.0981 -0.0245 0.0879
Si 0 4.4654 30.9075 -0.1327 0.045 -0.2291
Si 3.8672 4.4654 30.9075 -0.1469 0.126 0.1019
Si 7.7343 4.4654 30.9075 -0.0644 0.0295 -0.1216
Si 1.9336 7.8145 30.9075 -0.155 0.0009 -0.1018
Si 5.8008 7.8145 30.9075 -0.1237 -0.0504 0.1895
Si 9.6679 7.8145 30.9075 -0.0641 -0.0475 -0.0641
Si 0 11.1635 30.9075 -0.1852 0.0235 -0.0354
Si 3.8672 11.1635 30.9075 -0.1399 0.1369 0.0433
Si 7.7343 11.1635 30.9075 -0.1682 0.1237 -0.0387
Si 0 0 0.3944 -0.0945 0.0162 -0.1177
Si 3.8672 0 0.3944 0.1899 -0.1326 -0.2024
Si 7.7343 0 0.3944 0.0688 -0.0008 0.1738
Si 1.9336 3.3491 0.3944 0.2458 0.0951 -0.1484
Si 5.8008 3.3491 0.3944 0.116 -0.0013 -0.1351
Si 9.6679 3.3491 0.3944 0.0948 0.1433 0.01
Si 0 6.6981 0.3944 0.0941 -0.1861 0.0181
Si 3.8672 6.6981 0.3944 0.1312 0.0201 0.2535
Si 7.7343 6.6981 0.3944 0.2345 0.0784 0.1374
Si 1.9336 10.0472 0.3944 0.2693 -0.2423 -0.3736
Si 5.8008 10.0472 0.3944 0.1255 -0.0415 0.184
Si 9.6679 10.0472 0.3944 0.0087 -0.0148 0.0889
Si 0.0068 -0.0096 2.7428 -0.0017 0.0032 -0.0001
Si 3.9251 -0.0523 2.7385 -0.001 -0.0041 -0.0008
Si 7.7828 -0.0062 2.7765 -0.0012 0.0022 -0.0005
Si 2.0524 3.3525 2.7455 0.0002 0.0002 0.0001
Si 5.8784 3.3336 2.7521 -0.0029 0.0002 0.0006
Si 9.7446 3.3794 2.7658 -0.0063 -0.0012 -0.0008
Si 0.0783 6.6345 2.7633 -0.0017 -0.0025 -0.0023
Si 3.9597 6.6985 2.7911 -0.0005 -0.0001 -0.0008
Si 7.8417 6.708 2.7818 -0.0028 0.0023 0.0001
Si 2.025 9.968 2.7219 0.0024 -0.0027 -0.0023
Si 5.8707 10.0282 2.795 -0.0003 0.0009 -0.0018
Si 9.708 10.0337 2.7816 -0.0019 -0.0015 -0.0046
Si 0.1124 2.2575 3.4532 -0.0022 -0.0032 -0.003
Si 3.9682 2.161 3.5138 0.0023 -0.0019 -0.0008
Si 7.8264 2.2454 3.5396 0.0012 -0.0017 -0.0001
Si 2.0421 5.5697 3.6041 0.0007 0.0008 0.0049
Si 5.9301 5.5714 3.5321 -0.0023 -0.0015 -0.0039
Si 9.7563 5.5863 3.6674 0.0004 -0.0014 0.0031
Si 0.08 8.878 3.4405 0.0015 -0.0001 -0.0023
Si 3.9669 8.9124 3.6525 0.002 0.0019 0.0076
Si 7.7966 8.9212 3.66 0.0037 0.0002 0.0056
Si 1.9485 12.208 3.3628 -0.0002 0.0009 0.0012
Si 5.8679 12.2576 3.5932 0.0014 -0.0007 0.0019
Si 9.6979 12.2606 3.6075 0.0012 -0.0022 -0.0025
Si 0.2251 2.2647 5.7785 0.0005 0.0008 0.0046
Si 4.0575 2.0503 5.8695 0.0035 0.0107 -0.0005
Si 7.93 2.2485 5.9011 0.0085 0.0017 -0.0037
Si 2.1442 5.5345 6.0046 0.0031 0.0013 -0.0091
Si 6.0412 5.506 5.8914 0.0103 0.0032 0.0011
Si 9.8568 5.5871 6.1084 0.0025 0.001 -0.0076
Si 0.2004 8.8189 5.7586 -0.0017 -0.0029 0.0024
Si 4.0592 8.897 6.0852 -0.0055 0.0035 -0.0069
Si 7.8658 8.8959 6.0931 0.0002 -0.0018 -0.0077
Si 1.9452 12.1139 5.6586 0.0004 0.0034 0.0065
Si 5.9042 12.2352 5.9903 0.0039 0.0009 -0.0002
Si 9.7314 12.2366 6.0045 0.0004 0.0013 0.0068
Si 2.048 0.9129 6.4322 -0.0064 -0.0051 0.0043
Si 6.0951 1.064 6.7429 0.0005 -0.0062 0.0153
Si 9.9246 1.1567 6.5183 0.0001 0.0026 0.0023
Si 0.2229 4.4308 6.8044 0.0047 -0.0045 0.0192
Si 4.1323 4.2962 6.5016 -0.001 -0.014 0.0004
Si 7.9651 4.4113 6.9072 0.0022 0.0041 0.0254
Si 2.1152 7.7806 6.7877 -0.0125 -0.002 0.0176
Si 5.9786 7.655 6.8715 0.0063 -0.0047 0.0178
Si 9.9115 7.891 6.7598 0.0038 0.0043 0.0181
Si 0.0484 10.9867 6.6061 0.0034 -0.0029 0.0169
Si 3.8752 11.2018 6.6432 0.0046 0.0033 0.0106
Si 7.7942 11.1354 6.9172 0.0013 0.0041 0.0229
O 10.2351 1.5497 8.1063 -0.001 -0.006 -0.0032
O 8.0331 4.3236 8.5929 -0.0079 -0.006 -0.0362
O 10.2108 8.281 8.3746 -0.0089 -0.0149 -0.0159
O 0.3336 4.3842 8.4698 0.0004 -0.0055 -0.0317
O 6.4949 1.0641 8.392 0.0009 -0.0016 -0.012
O 7.7041 11.1864 8.6115 0.0008 -0.0001 -0.0216
O 6.0193 7.3817 8.5267 -0.0033 0.006 -0.0243
O 1.8928 0.4245 8.0327 0.0055 0.0026 -0.007
O 2.1165 7.8471 8.4566 0.0024 -0.0004 -0.0226
O 3.5158 11.557 8.2549 0.0044 -0.0104 -0.0149
O 4.5896 3.9855 8.0609 -0.0084 -0.0077 -0.0086
O 11.5706 10.655 8.256 0.0082 0.015 -0.0156
O 7.1303 13.6359 22.8847 -0.0021 0.0098 0.0271
O -0.2891 13.2276 22.8358 -0.002 0.0021 0.0253
O 1.8353 2.9164 23.0789 -0.0032 0.0065 0.0161
O 3.6564 7.2664 22.9974 0.0031 -0.0055 0.0218
O 5.6991 9.9387 22.9375 -0.0034 -0.0111 0.0308
O 5.5997 3.0549 23.0574 -0.0082 0.0031 0.0111
O 7.2875 6.9652 22.9903 -0.0093 0.0028 0.0338
O 9.2043 10.2267 23.0571 -0.019 0.0046 0.0215
O 11.5827 6.7995 22.8222 -0.0078 0.0074 0.0336
O 1.9881 9.9724 22.9588 0.0011 -0.0032 0.0157
O 9.5905 3.4969 22.7675 -0.0045 -0.0107 0.0317
O 3.2198 0.5515 23.0007 0.0045 -0.0059 0.006
Si 0.2742 8.8974 20.0886 -0.0088 0.0015 0.0075
Si -0.5805 16.2493 14.1086 0.0014 0.0058 0.0014
Si 9.4861 9.7313 21.551 0.0162 0.0156 -0.0182
Si 3.5612 6.3916 21.624 0.0052 -0.0083 -0.0027
Si 5.5633 7.8153 19.7999 0.0019 0.0006 0.0036
Si 8.5634 5.5349 16.4619 -0.0001 0.0039 -0.0018
Si 6.1332 6.6822 10.0025 -0.0011 -0.0035 -0.0008
Si 2.1984 3.3226 11.3621 -0.0133 -0.0103 -0.0143
Si -0.7279 9.5265 9.2376 -0.0004 -0.0041 -0.0082
Si 0.4079 13.1498 21.3492 -0.0098 -0.0083 -0.0055
Si 11.5413 5.5659 15.3652 -0.0009 -0.0019 0.0025
Si 6.908 13.2843 21.3123 0.0139 -0.0021 -0.012
Si 9.3427 12.3555 19.8934 0.0011 0.0024 0.0044
Si 2.9498 -0.4605 8.9212 -0.0079 0.005 0.01
Si 8.7848 3.1254 18.6032 0.0007 -0.0049 0.0007
Si 9.7531 4.3226 21.3605 -0.0033 0.0041 -0.0094
Si 0.4569 6.1981 21.3724 -0.0027 0.0023 -0.0081
Si 4.8589 3.5434 21.6958 -0.0058 0.0036 -0.0063
Si 13.3316 7.9557 15.8489 -0.0022 -0.0006 0.0046
Si 8.4812 4.8426 10.103 0.0007 -0.0017 0.0012
Si 10.2345 0.8121 9.5362 -0.0023 0.005 0.0084
Si 6.134 12.005 14.9707 0.0003 -0.0006 0.0076
Si 2.4923 1.7544 22.1263 -0.0031 0.0017 0.0011
Si 3.661 13.7705 15.6472 -0.0004 0.0004 0.0039
Si -0.2261 10.1384 17.2389 -0.0018 0.0094 -0.0042
Si 8.7646 2.3563 11.8455 0 0.0007 -0.014
Si 12.696 12.8277 16.6219 0.0016 0.001 0.0007
Si 11.6928 4.9428 9.9896 0.0033 -0.0099 0
Si 6.0227 4.6226 15.413 0.0037 -0.0005 0.0013
Si 4.5411 9.1855 14.7315 0.0039 0.002 0.0076
Si 5.3843 10.4805 21.4303 0.0198 -0.0104 -0.0106
Si 4.1186 7.7418 11.9947 0.0012 0.0053 -0.0032
Si 5.548 14.5117 9.7343 0.004 -0.0086 0.0026
Si 5.9995 2.2205 19.5015 -0.0042 0.0115 -0.001
Si 2.4454 5.2702 16.524 0.0013 -0.0014 0.0055
Si 1.3123 13.7498 13.9101 -0.001 -0.0002 -0.0042
Si 7.1302 -0.2407 12.0742 0.0035 0.0053 -0.0029
Si 6.1306 7.2867 16.7243 0.0033 -0.0019 0.0031
Si 1.3549 0.3511 11.0837 0.0043 -0.0017 -0.0025
Si 2.2512 10.5367 21.4562 -0.0194 -0.0014 -0.0016
Si 3.7484 4.946 13.5801 0.0059 0.0026 0.0021
Si 8.9322 11.9544 16.7232 -0.0016 -0.0046 -0.0012
Si 4.5955 3.9518 9.6596 -0.0003 0.0058 0.0039
Si 7.9178 6.9691 21.4947 -0.0044 -0.0136 -0.0149
Si 8.7372 11.5308 9.8562 -0.0029 0.0108 0.0008
Si 10.4109 14.66 16.7012 0.0006 -0.0032 0.0003
Si 13.1817 7.7899 10.0049 0.0138 0.0022 -0.003
Si 4.2917 2.9487 17.1408 -0.0078 -0.0005 0.0059
O 5.2004 13.2208 15.5917 -0.0027 0.0024 -0.0017
O 7.3403 2.375 18.6114 0.0007 0.0034 -0.0026
O 10.086 5.1349 10.1936 0.0011 0.0048 0.0093
O 0.737 15.2929 13.9119 0.005 -0.0007 0.0007
O 5.5916 7.803 18.1705 -0.0019 0.0025 0.0087
O 1.8087 9.4229 20.3238 -0.0026 -0.001 -0.0065
O 4.7067 2.1764 18.5072 0.0067 -0.0017 0.0008
O 5.4868 7.705 11.0931 0.0089 -0.0009 0.0036
O 0.6561 12.7619 15.0354 0.0015 0.0029 -0.0004
O 7.8103 1.1971 12.5248 0.0012 -0.0038 0.0028
O 2.9431 3.827 12.7201 0.0004 -0.0007 0.0086
O 5.6653 3.351 16.3526 0.0027 -0.0013 0.0005
O 2.7271 12.9132 16.7022 -0.001 0.0018 -0.0012
O 4.1399 7.2229 20.3492 -0.0073 -0.0005 0
O 12.3582 6.9507 14.9128 0.0007 0.001 0
O 2.2402 1.6942 11.3743 -0.0013 -0.0032 0.0061
O 8.0575 12.0515 11.2582 0.0088 -0.0098 -0.0066
O 5.259 5.3211 10.1844 -0.004 -0.0069 0.0004
O 1.4258 11.9021 21.2274 0.0018 0.003 0.0002
O 2.4528 6.8889 16.9094 0.0011 0.0005 -0.0003
O 3.7938 6.3407 12.7581 0.0027 -0.0014 0.0039
O 7.7476 6.935 16.8217 -0.0006 -0.0003 0.0003
O 0.4298 8.9357 10.2268 -0.0055 0.0062 0.0036
O 8.7209 4.5333 17.7543 -0.0009 -0.005 0.0046
O 7.6517 4.7786 15.2999 -0.0004 0.0007 0.0028
O 5.7788 9.3417 20.3313 -0.002 0.0039 0.0005
O 11.7485 7.2709 20.1673 -0.0035 0.0044 -0.0072
O 8.3721 0.0218 20.6278 -0.0036 0.0001 0
O 6.609 12.4281 13.4475 0.005 0.0043 -0.0115
O 5.9769 0.1666 10.9826 -0.0055 0.0048 -0.0034
O 3.6256 2.5524 21.2673 -0.007 -0.0062 -0.0047
O 6.7523 6.8543 20.3695 -0.0028 -0.0009 -0.0043
O 2.8187 8.0692 11.0415 -0.0068 0.001 0.003
O 5.297 4.503 13.948 -0.0022 0.0002 -0.0017
O 5.4165 5.8983 16.252 -0.0015 0.0026 0.0013
O 11.9124 14.1636 17.1701 -0.001 0.0007 -0.0012
O 5.6884 8.3566 15.5699 -0.0048 0.003 -0.0052
O 5.4165 2.6643 10.2388 0.0015 0.0002 0.006
O 4.1281 0.6042 9.1843 0.002 0.0002 0.001
O 11.0826 9.51 21.3767 0.008 0.0005 -0.0041
O 6.2694 11.8042 21.1414 0.0009 0.0027 -0.0097
O 5.9555 0.92 20.4858 -0.0133 -0.008 0.0003
O 1.3278 1.11 21.163 0.0048 0.0068 -0.0009
O 11.6851 0.7979 10.2154 -0.0083 0.0003 -0.0011
O 12.251 11.5027 17.4372 -0.0001 -0.0024 -0.0005
O 12.2481 9.0581 16.3832 0.0028 -0.0009 -0.0029
O 0.8468 4.8672 16.5567 0.0006 0.0024 -0.0028
O 0.6729 3.8722 11.1022 0.0052 0.0012 0.007
O 9.7007 12.7062 9.2878 0.0039 0.0001 0.0071
O 8.7218 8.3483 21.2127 -0.0034 -0.0055 -0.0166
O -0.2958 4.7773 21.1115 0.004 -0.0077 -0.0036
O 8.8693 12.23 18.3364 -0.0006 0.0016 0.0054
O 2.2149 12.5907 10.3243 0.0039 0.0011 -0.0027
O 9.9595 2.662 12.8956 -0.0061 -0.0013 0
O 0.918 13.0737 12.4928 0.0008 0.0048 -0.0034
O 5.911 3.544 20.4578 0.0164 -0.0044 -0.0111
O 0.8909 6.3353 10.258 -0.002 -0.0007 0.0147
O 7.6827 6.2633 10.3472 0.0033 0.0074 0.0108
O 2.0471 5.9087 21.3369 0.0104 -0.0015 -0.0011
O 11.409 4.4495 14.1664 0 -0.002 0.0026
O 9.2554 1.6648 10.4734 0.0101 -0.0078 0.0067
O 10.3619 15.7845 15.5217 -0.0014 0.0008 0.0013
O 9.5711 13.353 16.1453 0.0003 0.0023 0.0003
O 3.04 3.8931 10.0978 0.0137 0.0059 0.0045
O 9.9329 10.6208 16.5596 0.002 0.0009 0.0002
O 7.4709 11.7376 15.9464 0.0012 0.0004 -0.003
O -0.4135 9.4426 18.7097 0.001 -0.0052 0.012
O 3.3163 4.2467 17.4593 -0.0003 0.0008 -0.0035
O 10.8655 12.9147 20.1884 0.0022 0.0036 -0.0004
O 8.0983 3.7664 11.304 0.002 -0.0014 0.0086
O 9.7978 2.0179 17.9911 -0.0062 0.0062 0.0051
O 9.0457 10.8807 20.5083 -0.005 -0.0056 -0.0023
O 10.0379 5.9354 15.8975 -0.0005 0.0007 0.0017
O 9.6904 10.2261 10.1362 0.0031 0.0006 0.0081
O 14.5982 8.836 15.2463 0.003 -0.0014 -0.0009
O 5.0914 10.7303 14.8883 -0.0017 -0.0054 0.002
O 3.8217 10.8666 21.257 -0.0137 0.0142 -0.0107
O 8.8857 5.69 21.3762 -0.0021 0.0002 -0.0036
O 3.5363 1.917 16.1478 0.0025 -0.0049 -0.0017
O 4.423 5.0676 21.9497 -0.0095 0.0179 -0.0109
O 4.457 8.8708 13.1279 -0.0014 -0.0065 -0.0047
O 2.9571 5.1058 14.9825 0 0.0011 -0.001
O 2.9367 13.7473 14.1699 0.0007 0.0022 0.0053
O 9.266 3.3937 20.1317 -0.0004 0.0016 0.0009

Results
free energy: -168221.025 eV
free energy less fixed offsets of O -568.88, Si -635.61 eV per atom: 0.495 eV

The program warned: the cutoff lies below the one the program advises for these potential files; the forces do not sum to zero within the program's tolerance; the exchange-correlation potential is rough where the density is thin.
